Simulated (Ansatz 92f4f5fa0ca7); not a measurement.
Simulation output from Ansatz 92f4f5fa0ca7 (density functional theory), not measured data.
Periodic cell of 209 atoms, Si128O81, from a study of silicon, its oxide and their interface. The atomic structure is a simulated model.
This geometry differs little from another in the collection (a relaxation step or a small displacement).

Settings
functional: r2SCAN
potential files: Ansatz PAW
basis: plane waves
wave-function cutoff: 800 eV
density cutoff ratio: 5
exchange-correlation grid ratio: 1
k mesh: 1 x 1 x 1, shifted by 0.5 0.5 0 of a step
self-consistency stop: 1e-10 eV per atom in the density residual
occupations: fixed
spin: none
net charge: 0

Cell vectors (angstrom)
a, 10.88, 0, 0
b, 0, 10.88, 0
c, -1.637, -3.7916, 30.6638

Atoms: element, x, y, z (angstrom)
Si, -0.7892, -1.8837, 0.0342
Si, 1.8397, 0.876, 0.1017
Si, -2.0134, 4.374, 0.1644
Si, -3.5956, 5.3503, 15.4763
Si, -7.271, -0.8637, 0.0098
Si, -4.6173, 2.049, 0.2854
Si, 4.5757, 3.7356, 0.3809
Si, -3.5798, -4.6366, 0.1407
Si, 0.073, -0.0874, 1.3323
Si, 2.7666, 2.6412, 1.3887
Si, -0.0862, -5.4571, 1.1661
Si, 2.6324, -2.6677, 1.2409
Si, -5.4919, 0.0806, 1.2675
Si, -2.8798, 2.8199, 1.6708
Si, 5.577, 5.4418, 1.5693
Si, -2.6026, -2.8081, 1.284
Si, -1.3545, 1.3247, 2.6476
Si, 1.3259, 4.0866, 2.5666
Si, -1.3255, -4.1395, 2.7375
Si, 1.3802, -1.3817, 2.7912
Si, 4.0984, 1.3367, 2.8144
Si, 6.778, 4.1503, 3.0867
Si, 4.0453, 6.862, 2.6163
Si, -4.0528, -1.3614, 2.5295
Si, -2.7246, -0.0379, 4.0004
Si, 0.0042, 2.7285, 3.9932
Si, -2.656, 5.5067, 4.2298
Si, 0.005, -2.7541, 4.0999
Si, 2.7305, -0.0095, 4.134
Si, 5.3897, 2.6943, 4.2333
Si, 2.6885, 5.4524, 3.9785
Si, 5.438, -2.6693, 3.9704
Si, -1.3803, -1.3724, 5.4161
Si, 1.3522, 1.3944, 5.4146
Si, -1.309, 4.0561, 5.4543
Si, 1.3775, 6.7816, 5.4328
Si, 4.1181, -1.3654, 5.4314
Si, -4.0521, 1.3083, 5.4535
Si, 4.0022, 4.1144, 5.4578
Si, 6.7721, -4.0007, 5.4339
Si, 0, 0.0098, 6.7541
Si, 2.6737, 2.7446, 6.8283
Si, 0.0101, 5.4411, 6.8048
Si, 2.7429, -2.7184, 6.7774
Si, -5.4155, -0.0333, 6.8196
Si, -2.6816, 2.6883, 6.7888
Si, 5.4216, -5.4073, 6.7746
Si, -2.747, -2.6885, 6.8162
Si, -1.3279, 1.3366, 8.159
Si, 1.3185, 4.1044, 8.1878
Si, -1.3705, 6.8164, 8.1539
Si, 1.3613, -1.3497, 8.1316
Si, 4.0759, 1.3437, 8.132
Si, -4.0562, 4.0873, 8.0994
Si, 4.085, -4.0497, 8.1559
Si, -4.0748, -1.3678, 8.2152
Si, -2.6496, -0.0426, 9.523
Si, -0.0234, 2.7254, 9.539
Si, -2.722, 5.4399, 9.5118
Si, -0.0188, -2.6811, 9.5158
Si, 2.7143, -0.0017, 9.5228
Si, 5.4841, 2.6954, 9.4402
Si, 2.6699, 5.5157, 9.4745
Si, 5.4388, -2.731, 9.5678
Si, -1.3312, -1.3675, 10.9831
Si, 1.3553, 1.3794, 10.8802
Si, -1.3903, 4.079, 10.9053
Si, 1.3138, -4.0167, 10.8925
Si, 2.6613, -2.6735, 12.3078
Si, -3.9984, 1.3289, 10.8085
Si, 4.0609, 4.0949, 10.6622
Si, -4.0681, 6.773, 10.9163
Si, 0.0143, 0.0988, 12.3185
Si, 2.7987, 2.7783, 12.1012
Si, 0.0284, 5.4128, 12.24
Si, 4.066, -1.3608, 10.9138
Si, -5.3462, -0.024, 12.1761
Si, -2.7594, 2.72, 12.2609
Si, 5.3353, 5.3719, 12.1083
Si, -2.6993, -2.7935, 12.3371
Si, -1.3142, 1.5389, 13.7
Si, -1.3708, -4.2736, 13.7005
Si, 2.8665, -3.2923, 19.2484
Si, 0.4617, 2.7341, 14.9303
Si, 4.1447, -1.2764, 17.1746
Si, -4.6849, 3.5591, 13.35
Si, 3.8342, -4.3362, 13.4975
Si, -4.1205, -1.432, 13.6322
Si, -4.4851, 4.4891, 18.0916
Si, 3.5704, 4.6287, 18.3361
Si, 3.5375, 2.5221, 20.6023
Si, -6.3363, 1.7664, 13.3048
Si, 2.6151, 0.3995, 15.1575
Si, -2.3731, 4.7477, -5.71
Si, -3.8064, -2.4602, 21.5673
Si, -2.5595, -0.1049, 14.9081
Si, -2.4658, -2.1996, 18.9435
Si, -3.2462, 2.3086, -1.5549
Si, 0.8162, 3.4457, 17.7521
Si, -0.8899, 2.0391, -6.34
Si, -1.0345, -3.7008, -4.257
Si, 0.5352, -1.8473, 18.3613
Si, 3.6455, 4.3844, -2.481
Si, 4.9382, -3.1087, -4.8823
Si, -4.7, 3.6479, -4.0642
Si, 4.5736, 2.5939, -6.3196
Si, 1.4997, -1.1212, 13.6998
Si, 1.794, 2.8001, -5.352
Si, 0.8973, -3.6726, -0.0889
Si, -0.9597, 3.8228, 20.0178
Si, 1.6607, 4.2819, 13.5118
Si, 1.5377, -3.9968, -2.3907
Si, -5.4901, -3.0724, 14.8318
Si, -1.6462, -0.8737, -5.2575
Si, -3.9997, -1.9349, -7.1251
Si, 3.272, -1.3702, -2.9561
Si, -3.1287, -4.6896, -8.4345
Si, -3.0775, -4.8061, 20.0531
Si, -3.9303, -0.1738, 17.5799
Si, 3.2702, 5.2618, -6.0804
Si, 0.8747, 2.3731, 21.83
Si, -3.2589, 2.079, 19.5358
Si, -5.0884, 0.6864, -8.5768
Si, 2.1237, 1.5883, -2.7905
Si, -2.4479, -0.6866, -2.2429
Si, 1.4684, 0.9235, 19.4054
Si, -0.0189, -1.9999, 15.2782
Si, -3.7568, -3.2507, -2.6192
O, 3.6641, -2.1208, 18.4568
O, 2.5613, -5.2736, -2.6468
O, 3.8905, 3.8077, 19.6959
O, -2.0373, 4.9282, 20.4136
O, -4.4128, -4.1388, 15.432
O, 1.327, 1.3505, -1.4018
O, -4.0527, -4.2665, -1.3954
O, -2.0801, 3.4443, -1.2336
O, -1.4876, 1.9629, -7.8137
O, -2.2995, -3.5304, -3.2604
O, -1.1766, -1.353, -1.4828
O, 4.7513, 1.9773, 21.4849
O, -4.7218, -0.7962, -8.0255
O, 1.4419, 1.4987, 15.3917
O, -3.6708, 4.7044, -4.7308
O, 4.8868, 4.4805, -3.5265
O, 3.0247, 1.3067, 19.6589
O, -1.3658, -1.1005, 15.4121
O, -5.1274, -2.6087, -6.1786
O, -1.3604, -4.9553, -5.2336
O, 4.9189, 4.5636, 17.4377
O, -3.3548, 4.9476, 17.0213
O, 1.191, 2.1438, -3.9896
O, 2.7376, 0.1451, -3.2298
O, -3.2814, -3.1366, -7.9593
O, 1.2713, -3.1026, 19.0532
O, 2.7345, 5.4296, 14.1103
O, -0.4563, -3.4901, 14.8034
O, -4.2107, 3.0016, 18.6183
O, 5.3452, -0.2688, 17.5571
O, 2.9559, -0.3735, 16.5414
O, 2.3224, 3.9979, 17.5313
O, -3.7151, -1.7071, -2.0575
O, -1.7193, 2.5341, 19.4005
O, -3.3397, 0.4937, 16.2235
O, -2.8391, 5.1725, -7.2085
O, -0.2153, 3.4708, 21.3999
O, 0.0249, 3.4588, 16.3364
O, 4.631, -2.3297, 16.0521
O, 3.982, 1.1881, 14.7501
O, -0.9198, 0.5167, -5.7274
O, 2.1571, -2.5305, -2.7549
O, 0.0629, 4.347, 18.8712
O, 2.3565, 2.9801, 21.6084
O, -2.2565, -5.3381, 14.5863
O, 3.2774, -4.7169, 18.6545
O, 4.0707, -1.277, -1.5317
O, -2.8661, -1.1783, -6.2615
O, 4.2244, 4.5556, -0.9931
O, -3.4525, -4.0381, 21.4203
O, -5.1818, 2.5567, -5.1602
O, -2.6352, 0.8096, -1.6803
O, 5.0424, 1.6282, -7.5028
O, -3.4317, 0.6192, 18.8905
O, 3.1503, 2.0252, -5.7836
O, 3.9735, -4.3581, -5.3215
O, 0.716, 1.085, 20.8443
O, -2.215, -0.5135, -3.8071
O, -4.8988, -3.5245, -3.7176
O, -4.4109, 4.0896, 14.8769
O, -3.2014, -1.6976, 20.2897
O, 4.1222, -1.8517, -4.2445
O, 1.3385, -0.5483, 18.8426
O, -0.9719, -1.6381, 18.8575
O, 0.64, 2.5648, -6.4438
O, -3.9876, 2.7942, -2.9018
O, 0.607, -2.0763, 16.765
O, -1.7229, 3.2498, -5.6162
O, -4.4166, -5.404, 19.378
O, 2.3403, -5.064, -7.2803
O, 2.2424, 4.3667, -5.1612
O, -0.8019, -2.28, -5.0655
O, -2.4024, -3.8048, 18.9791
O, 3.1601, 2.8249, -2.5661
O, -5.3986, -2.3024, 21.6422
O, -3.3305, -1.6816, 17.6834
O, -3.6082, 2.2051, 21.1125
O, 0.8661, 1.9369, 18.3108
O, 4.347, 4.1812, -6.6888
O, 3.1888, -3.2483, 20.8168
O, 0.2616, -4.1314, -3.3884

Results
free energy: -128073.136 eV
free energy less fixed offsets of O -570.45, Si -639.56 eV per atom: -3.006 eV

Forces (eV/angstrom), in the order of the atoms: element, x, y, z
Si, 0.0111, -0.0347, 0.1758
Si, 0.0929, -0.0595, 0.2247
Si, 0.0849, 0.0581, 0.1577
Si, 0.001, 0.0286, -0.2101
Si, -0.0358, 0.0159, 0.1944
Si, -0.1239, 0.0147, 0.0887
Si, 0.0235, -0.0764, 0.2253
Si, 0.0266, 0.0116, 0.2277
Si, 0.003, 0.021, -0.0591
Si, 0.0287, 0.0029, -0.0912
Si, -0.0248, -0.0317, -0.068
Si, 0.0306, -0.0048, -0.0383
Si, 0.0104, 0.0231, -0.0436
Si, 0.0451, -0.0082, 0.0116
Si, -0.0092, 0.0057, -0.0537
Si, -0.0378, -0.0332, -0.1244
Si, -0.0004, -0.0085, 0.0945
Si, 0.0339, 0.0051, 0.0118
Si, -0.0067, -0.0107, -0.0082
Si, 0.0081, 0.005, -0.0253
Si, 0.0215, -0.0235, -0.011
Si, 0.0188, -0.0185, -0.0282
Si, -0.0096, -0.0257, 0.0781
Si, -0.0145, 0.0254, 0.0464
Si, -0.0002, 0.0327, 0.0115
Si, -0.0203, -0.0143, 0.0208
Si, -0.058, -0.0204, 0.067
Si, 0.0254, 0.0201, 0.0108
Si, -0.0175, 0.0128, 0.0434
Si, 0.0118, 0.0407, 0.0352
Si, 0.0517, -0.0097, 0.0253
Si, 0.0104, -0.0327, 0.0222
Si, -0.0348, 0.018, -0.0069
Si, -0.004, -0.0125, -0.0024
Si, -0.0158, 0.0091, -0.0109
Si, 0.0293, -0.0418, -0.0305
Si, 0.0207, 0.0135, -0.012
Si, 0.0124, 0.0136, -0.0166
Si, 0.01, -0.0206, -0.0222
Si, 0.0088, -0.0073, 0.0052
Si, 0.0283, -0.0154, 0.0015
Si, 0.0431, 0.0033, -0.0059
Si, -0.0284, 0.0203, 0.0213
Si, -0.0109, 0.0259, -0.0031
Si, -0.0164, 0.0275, 0.0136
Si, -0.0339, 0.0071, -0.0057
Si, 0.0057, -0.0461, -0.0126
Si, 0.018, -0.0426, -0.0021
Si, -0.0176, 0.0242, -0.0006
Si, 0.0176, -0.0265, 0.0164
Si, -0.0258, 0.0126, -0.0288
Si, -0.0034, 0.0056, -0.0306
Si, 0.0241, 0.0423, -0.0223
Si, -0.0272, -0.0316, -0.0106
Si, 0.0372, -0.0311, 0.0117
Si, -0.0133, 0.0191, 0.0051
Si, -0.0321, 0.0074, 0.0221
Si, -0.0013, 0.022, 0.0044
Si, 0.0056, -0.0071, -0.0019
Si, -0.0155, -0.0278, -0.0177
Si, 0.0254, 0.0241, -0.0065
Si, -0.0159, -0.0018, -0.0439
Si, 0.005, -0.0522, 0.0147
Si, 0.0137, -0.0057, 0.0178
Si, -0.0031, 0.0117, 0.0009
Si, -0.0197, 0.0005, -0.0294
Si, 0.018, 0.0097, -0.0281
Si, 0.0211, 0.0134, -0.0257
Si, 0.0456, -0.0303, -0.0471
Si, 0.0056, -0.0032, -0.0137
Si, -0.0003, 0.0004, -0.0628
Si, 0.0107, 0.0211, -0.0205
Si, -0.029, -0.0173, -0.078
Si, 0.0265, -0.0207, -0.0146
Si, -0.0449, 0.0245, -0.0251
Si, -0.008, -0.0298, -0.0003
Si, -0.0218, 0.0441, -0.0564
Si, -0.0444, -0.0045, -0.0398
Si, 0.0216, -0.0495, 0.0082
Si, 0.0115, -0.0142, -0.0319
Si, 0.0095, 0.0291, -0.1085
Si, -0.0483, 0.0215, -0.1521
Si, 0.0071, 0.0243, -0.1116
Si, 0.0279, 0.0495, -0.165
Si, -0.0283, 0.0523, -0.2034
Si, -0.0053, 0.0052, -0.1323
Si, 0.0077, 0.093, -0.1085
Si, -0.0652, -0.0295, -0.1173
Si, 0.0451, 0.0246, -0.1092
Si, -0.0365, 0.0018, -0.0678
Si, 0.0241, 0.0065, -0.0893
Si, 0.0056, -0.0032, -0.0625
Si, -0.0384, -0.0568, -0.1875
Si, -0.0548, 0.0219, 0.0855
Si, 0.0137, 0.0143, -0.0341
Si, 0.0414, -0.0301, -0.0195
Si, 0.0062, 0.0447, -0.0738
Si, -0.0566, 0.0028, 0.1644
Si, -0.0333, 0.0141, -0.1641
Si, 0.0064, 0.0092, 0.0382
Si, -0.009, 0.0087, 0.1255
Si, -0.0325, -0.0405, -0.1715
Si, 0.0654, 0.0088, 0.1956
Si, 0.0385, 0.0098, 0.1466
Si, 0.0213, -0.0351, 0.1423
Si, -0.0111, -0.0009, 0.0785
Si, -0.0205, 0.0431, 0.067
Si, 0.0286, -0.0212, 0.0932
Si, -0.0458, 0.0019, 0.0989
Si, -0.0059, -0.0007, -0.0863
Si, -0.0184, -0.0271, -0.0175
Si, 0.0153, 0.0228, 0.189
Si, -0.0446, -0.0792, -0.1026
Si, -0.043, 0.0022, 0.1449
Si, 0.0171, 0.0163, 0.0567
Si, 0.0407, 0.0497, 0.266
Si, 0.0292, -0.0182, 0.0038
Si, -0.0233, 0.017, -0.0471
Si, -0.0439, -0.005, -0.0878
Si, 0.0143, -0.0666, 0.0429
Si, -0.0268, -0.033, 0.0005
Si, -0.031, -0.0145, -0.0784
Si, -0.0167, 0.0177, 0.0014
Si, -0.0468, -0.0423, 0.2295
Si, 0.0443, -0.0414, 0.177
Si, -0.0217, 0.0049, -0.0933
Si, 0.0478, 0.0299, -0.1412
Si, -0.0244, -0.0506, 0.1942
O, -0.0194, -0.038, 0.1071
O, -0.0358, 0.0312, -0.0521
O, 0.0081, -0.0218, 0.0645
O, 0.0115, 0.0064, 0.0259
O, 0.0845, -0.0548, 0.1133
O, -0.0375, 0.0628, -0.2328
O, 0.0163, 0.0886, -0.1849
O, -0.0748, -0.0333, -0.0882
O, 0.0084, 0.0072, -0.0023
O, 0.0515, -0.019, -0.0521
O, -0.0607, 0.0526, -0.1142
O, -0.0135, -0.0184, 0.0008
O, -0.0114, -0.0254, -0.016
O, 0.0226, -0.0297, 0.1308
O, 0.0249, 0.0408, -0.0491
O, -0.0109, 0.0399, -0.0885
O, 0.044, 0.0027, 0.0204
O, -0.0119, -0.0348, 0.043
O, 0.0057, 0.0075, -0.0456
O, 0.012, -0.0209, -0.0542
O, -0.0293, -0.0122, 0.0268
O, 0.0071, -0.0091, 0.1361
O, -0.0131, 0.0326, -0.0755
O, 0.0146, -0.0196, -0.0474
O, 0.0068, 0.0209, -0.0199
O, -0.0098, -0.0345, 0.0694
O, 0.0172, -0.0402, -0.09
O, 0.0376, 0.0587, 0.0573
O, -0.0232, -0.0314, 0.026
O, 0.0213, 0.0353, 0.051
O, 0.0487, -0.0275, 0.1677
O, 0.0204, 0.0018, 0.0117
O, -0.0165, -0.0121, -0.0452
O, 0.0139, -0.0114, 0.0183
O, -0.0311, 0.0464, 0.0655
O, -0.0061, 0.002, -0.0299
O, 0.0075, 0.0073, 0.0357
O, -0.0019, 0.017, 0.1898
O, -0.0462, 0.0043, 0.1499
O, 0.0219, 0.0223, 0.0897
O, 0.0258, 0.0073, -0.0272
O, -0.008, 0.0026, -0.0958
O, 0.0019, 0.0353, 0.0744
O, -0.0001, 0.0343, 0.0113
O, 0.006, -0.0563, 0.038
O, 0.011, 0.0102, 0.0265
O, 0.0254, -0.0205, -0.248
O, -0.0354, -0.0144, -0.0417
O, -0.0295, 0.0397, -0.2045
O, 0.0021, -0.0176, 0.0087
O, -0.0076, -0.033, -0.0606
O, 0.0586, -0.0005, -0.0563
O, -0.0081, -0.0124, -0.0199
O, 0.0044, 0.0372, 0.0916
O, -0.0074, -0.0127, -0.0142
O, -0.0079, 0.0032, -0.032
O, -0.0133, -0.0082, 0.0369
O, 0.015, -0.0045, -0.1359
O, -0.0571, -0.0155, -0.1003
O, -0.0193, 0.0178, 0.1527
O, -0.0265, 0.0178, 0.0496
O, 0.0329, -0.0108, -0.0904
O, 0.0135, 0.0223, 0.0576
O, -0.0084, 0.0156, 0.0597
O, -0.0331, 0.0003, -0.0474
O, -0.019, 0.0553, -0.1837
O, 0.0227, -0.0578, 0.1539
O, 0.0341, -0.0164, -0.0017
O, -0.0011, 0.0412, 0.0651
O, -0.0116, 0.0345, -0.0083
O, -0.0053, 0.0236, -0.0197
O, 0.0315, 0.0134, -0.0635
O, 0.0253, -0.0389, 0.0076
O, -0.0194, -0.0028, -0.0691
O, -0.0092, 0.0027, -0.0014
O, 0.0036, -0.0123, 0.0419
O, -0.0065, 0.01, 0.0382
O, 0.0024, -0.0445, 0.0462
O, 0.0069, 0.0383, -0.0267
O, 0.0119, -0.0047, 0.0482
O, -0.0219, -0.0264, -0.0762

The program warned: the cutoff lies below the one the program advises for these potential files; the forces do not sum to zero within the program's tolerance; empty levels may hold ghost states of the PAW files; the exchange-correlation potential is rough where the density is thin.
